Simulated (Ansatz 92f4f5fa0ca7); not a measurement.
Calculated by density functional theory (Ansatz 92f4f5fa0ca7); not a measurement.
Periodic cell of 254 atoms, Si144O106N4, from a study of silicon, its oxide and their interface. The atomic structure is a simulated model.
This geometry differs little from another in the collection (a relaxation step or a small displacement).

Settings: functional r2SCAN; potential files Ansatz PAW; basis plane waves; wave-function cutoff 800 eV; density cutoff ratio 5; exchange-correlation grid ratio 1; k mesh 1 x 1 x 1, shifted by 0.5 0.5 0 of a step; self-consistency stop 1e-10 eV per atom in the density residual; occupations fixed; spin none; net charge 0.

Cell vectors (angstrom)
a, 10.887, 0, 0
b, 0, 10.887, 0
c, 0, 0, 35.7743

Atoms and the computed forces on them: element, x, y, z (angstrom), force x, y, z (eV/angstrom)
Si, -0.5485, 0.3397, 0.0192, 0.0059, -0.0108, -0.06
Si, 2.839, 2.6079, 0.3084, 0.0021, -0.0012, -0.0255
Si, 0.7465, 4.9261, -0.167, -0.0062, 0.0088, -0.0559
Si, 3.2338, 8.1494, -0.2948, 0.0011, 0.0101, -0.0715
Si, 5.226, 0.5432, 0.1027, 0.0207, -0.0054, -0.0677
Si, 8.325, 2.6674, 0.4536, -0.0015, -0.0036, -0.0319
Si, 6.0946, 4.814, 0.2397, 0.0002, 0.0094, -0.0537
Si, 8.0706, 7.8493, 0.0773, 0.0008, -0.0113, -0.0624
Si, 1.2864, 1.2259, 1.3652, 0.0003, -0.0006, 0.0034
Si, 4.276, 3.975, 1.5091, 0.0017, 0.0007, 0.0012
Si, 1.7408, 6.7102, 1.068, 0.0016, 0.0037, 0.0047
Si, 4.2788, 9.5621, 1.2584, 0.0005, 0.0007, 0.0056
Si, 6.8141, 1.3807, 1.6328, 0.0037, 0.0016, 0.0034
Si, 9.8846, 4.0945, 1.3743, 0.0013, 0.0028, 0.001
Si, 6.9659, 6.5398, 1.611, 0.0003, 0.0008, 0.0024
Si, 9.3511, 9.4947, 1.2754, 0.0021, -0.0016, 0.0007
Si, 0.1174, 2.657, 2.8182, 0.0013, 0.0012, 0.0004
Si, 2.7555, -0.117, 2.6562, 0.0022, -0.0012, -0.0004
Si, 0.1184, 8.0971, 2.4341, 0.0016, 0.0002, -0.0028
Si, 2.8812, 5.4449, 2.7073, -0.002, 0.0037, -0.0001
Si, 5.5181, 2.7023, 2.991, -0.0003, 0.0009, 0.0021
Si, 8.1384, -0.1044, 2.8275, 0.0019, 0.0008, -0.0017
Si, 5.5408, 8.1153, 2.7067, 0, 0.0012, -0.0003
Si, 8.4603, 5.3295, 2.8546, 0.0004, 0.0015, 0
Si, 1.4795, 4.0807, 4.0909, 0.0013, 0.0007, 0.0012
Si, 4.0651, 1.2776, 4.1212, 0, 0.0029, 0.0013
Si, 1.3758, 9.4321, 3.9805, -0.0009, 0.0021, -0.0003
Si, 4.143, 6.8261, 4.0981, 0.0013, 0.0004, 0.0008
Si, 6.9546, 4.0737, 4.2001, 0.0004, 0.0021, 0.0011
Si, 9.5351, 1.3255, 4.1052, 0.0006, -0.0003, 0.0011
Si, 6.8173, 9.4481, 4.1665, -0.0001, 0.0009, -0.001
Si, 9.7272, 6.833, 4.0535, 0.0022, 0.0016, -0.0004
Si, 0.0341, -0.0579, 5.3818, 0.0004, -0.0002, 0.0004
Si, 2.7691, 2.7006, 5.469, -0.0006, -0.0001, 0.0008
Si, 0.1004, 5.4433, 5.4624, 0.0013, 0.0022, 0.0009
Si, 2.7212, 8.146, 5.4398, 0.0008, 0.0014, 0.001
Si, 5.4322, -0.0512, 5.4918, 0.0003, 0.0007, -0.0008
Si, 8.2113, 2.6655, 5.5389, 0.0007, 0.001, 0.0022
Si, 5.529, 5.4728, 5.4485, 0.0002, 0.0001, 0.0013
Si, 8.2662, 8.1315, 5.4281, 0.0015, -0.0006, 0.0007
Si, 1.3415, 1.3463, 6.7589, 0.0005, 0.0021, 0.0009
Si, 4.1374, 4.0952, 6.7877, -0.0006, 0.0022, 0.0012
Si, 1.3953, 6.8132, 6.8556, 0.0008, 0.0026, 0.0005
Si, 4.0398, 9.5236, 6.8351, 0.0003, 0.0022, 0.0001
Si, 6.7771, 1.3482, 6.8535, 0.0008, 0.0017, 0.0006
Si, 9.5561, 4.1051, 6.8178, 0.0011, 0.0011, -0.0002
Si, 6.8544, 6.8398, 6.7976, -0.0003, 0.0003, 0.0006
Si, 9.5482, 9.5353, 6.7937, 0.0006, 0.0027, -0.0001
Si, 0.0039, 2.7081, 8.1389, 0.0007, 0.0015, 0.0003
Si, 2.667, 0.0284, 8.1679, 0.0003, 0.0003, 0.0002
Si, -0.0111, 8.1966, 8.1845, 0.0008, -0.0001, 0.0008
Si, 2.7719, 5.4402, 8.1666, 0, 0.0022, 0.0006
Si, 5.4213, 2.7473, 8.2053, 0.0003, 0.0011, 0.0018
Si, 8.1617, -0.0079, 8.1624, 0.0007, 0.0019, 0.0004
Si, 5.4477, 8.1748, 8.1468, 0.0001, 0.0015, 0.0004
Si, 8.158, 5.4783, 8.1618, 0.0009, -0.0003, 0.0003
Si, 1.3722, 4.0678, 9.4742, 0.0009, 0.0016, 0.0008
Si, 3.9756, 1.4216, 9.537, 0, 0.0009, 0.0005
Si, 1.2968, 9.5978, 9.5591, 0.0005, 0.0016, 0.0006
Si, 4.0876, 6.8435, 9.5293, 0.0003, 0.0006, 0.0007
Si, 6.7452, 4.1845, 9.5275, -0.0006, 0.0022, 0.001
Si, 9.4829, 1.4005, 9.5055, 0.0007, -0.0001, 0.0006
Si, 6.7594, 9.5595, 9.5095, 0.0008, 0.0002, -0.0002
Si, 9.4894, 6.8474, 9.5299, 0.0005, 0.0001, 0.0011
Si, -0.0653, 0.1002, 10.9412, 0, 0.0019, 0.0003
Si, 2.6294, 2.7734, 10.974, 0.0002, 0.0003, 0.0004
Si, 0.008, 5.4392, 10.7769, 0.0018, 0.0006, -0.0009
Si, 2.68, 8.2055, 10.8443, 0.0011, -0.0008, -0.0001
Si, 5.3384, 0.0326, 10.816, 0.0003, 0.0002, 0.001
Si, 8.123, 2.8228, 10.7987, 0, 0.002, 0.0006
Si, 5.3749, 5.5116, 10.9721, 0.0011, 0.0015, 0.0003
Si, 8.0925, 8.2101, 10.8902, -0.0008, 0.0006, -0.0005
Si, 1.2097, 1.4987, 12.3975, 0.0029, 0.0003, -0.0021
Si, 3.917, 4.2063, 12.3459, 0.0002, -0.0026, -0.0006
Si, 1.3333, 6.7817, 12.1436, -0.0001, 0.0002, 0.0006
Si, 3.9641, 9.5967, 12.2232, -0.0006, 0.0013, -0.0008
Si, 6.6295, 1.5366, 12.0347, 0.0007, 0.0026, 0.0001
Si, 9.5366, 4.1359, 12.1485, 0.0004, -0.0002, -0.0005
Si, 6.7417, 6.8994, 12.3166, -0.0007, 0.0026, -0.0011
Si, 9.4252, 9.6019, 12.2286, -0.0008, 0.0007, 0
Si, -0.1651, 2.9314, 13.8025, -0.0035, 0.0024, 0.0015
Si, 2.5873, 0.0621, 13.6437, 0.0003, -0.0015, 0.0001
Si, -0.0481, 8.1172, 13.4247, 0.0035, -0.0011, -0.0013
Si, 2.521, 5.5357, 13.7901, -0.0011, 0.003, 0.0051
Si, 5.3141, 2.8153, 13.5632, -0.0012, 0.0034, 0.0036
Si, 7.9561, 0.203, 13.3416, 0.0002, 0.0008, 0.0006
Si, 5.2737, 8.2295, 13.6511, 0.0022, -0.0015, 0.0035
Si, 8.2337, 5.4993, 13.4943, 0.0012, -0.0033, 0.002
Si, 0.896, 4.5726, 15.3322, 0.0016, -0.001, -0.0638
Si, 4.1158, 1.3036, 14.9376, 0.0136, -0.0101, -0.0466
Si, 1.4541, 9.2227, 14.7877, 0.0132, -0.0057, -0.0408
Si, 3.71, 7.107, 15.0847, -0.0101, 0.008, -0.0506
Si, 6.9697, 3.9983, 14.7133, 0.0049, -0.0134, -0.0436
Si, 8.9718, 1.7023, 14.82, -0.0047, 0.014, -0.0447
Si, 6.3267, 10.0623, 14.6261, -0.01, 0.0055, -0.0307
Si, 9.7018, 6.7062, 14.9232, -0.0003, -0.0001, -0.0503
Si, -5.476, -4.1519, 23.5801, 0.0006, -0.0028, -0.1607
Si, -3.7339, 2.1328, 20.1241, 0.0127, 0.0158, -0.1237
Si, 2.4138, 5.348, 26.1738, -0.0271, -0.0179, -0.1431
Si, -20.8466, 10.5886, 31.0407, 0.0022, -0.0026, -0.1531
Si, -0.4424, -26.3949, 17.7899, -0.0043, -0.0125, -0.1572
Si, 7.8579, -11.6946, 20.6956, 0.0384, -0.0122, -0.1443
Si, -10.9532, 21.9673, 16.6269, -0.0036, 0.0055, -0.119
Si, -21.2704, -20.3739, 22.3542, 0.0115, -0.0148, -0.1531
Si, 2.0394, 2.2442, 16.9502, 0.0188, 0.0208, -0.1186
Si, -3.1199, 19.3756, 16.7461, -0.0122, -0.0046, -0.1148
Si, -12.093, 1.0103, 24.7551, -0.0076, 0.0166, -0.1173
Si, -3.3493, 7.298, 21.2677, 0.018, -0.0192, -0.1399
Si, 7.4285, 6.3523, 25.9424, 0.0091, -0.0164, -0.1584
Si, -17.0875, 3.7899, 30.0484, -0.0222, 0.0132, -0.1244
Si, 25.6819, -15.0758, 30.3458, -0.0078, -0.0088, -0.1254
Si, 16.726, -26.6122, 16.935, -0.025, 0.0064, -0.1178
Si, -4.2696, 11.0928, 33.0769, 0.014, -0.0031, -0.1461
Si, -3.5665, 10.7181, 23.8365, -0.0036, 0.018, -0.1499
Si, 21.5191, 29.2518, 21.976, -0.0096, 0.0114, -0.1585
Si, 4.6656, -8.4393, 21.6276, 0.0128, -0.0052, -0.1037
Si, 3.3605, 0.9543, 29.85, 0.0121, -0.0001, -0.1285
Si, -3.1883, 5.7957, 31.938, -0.0084, -0.0277, -0.17
Si, -5.7972, 20.3738, 30.941, -0.0197, -0.0085, -0.1447
Si, -2.0667, -10.3999, 31.2649, 0.0089, -0.0211, -0.1324
Si, 5.8112, -3.8374, 34.0189, 0.0196, 0.0003, -0.1306
Si, 0.0007, 17.2169, 27.5494, 0.0108, -0.0212, -0.1456
Si, 24.915, 10.7265, 22.6455, -0.0121, 0.0031, -0.1314
Si, -2.3577, 9.4177, 26.2761, 0.0253, 0.015, -0.1531
Si, 11.5691, 7.4024, 24.9311, -0.0092, -0.0062, -0.1567
Si, 1.6645, -2.7238, 29.4018, 0.0008, -0.0186, -0.1443
Si, -3.3711, -1.4049, 29.0419, 0.014, -0.0284, -0.1685
Si, -3.7012, -19.0368, 22.9548, -0.0163, -0.0096, -0.1309
Si, -11.6658, 6.7333, 33.7258, -0.0195, 0.0149, -0.1239
Si, 22.2754, 10.078, 26.1235, -0.0242, 0.0108, -0.1293
Si, -11.9567, 9.3519, 18.7322, 0.0015, -0.0111, -0.1222
Si, 9.1233, 14.8908, 24.7755, 0, -0.0283, -0.1173
Si, -14.1018, -5.8689, 19.0519, -0.0022, 0.014, -0.1396
Si, 0.9086, -1.4719, 33.7335, 0.0139, 0.0092, -0.1379
Si, 3.2249, 20.9208, 27.6011, -0.01, -0.0185, -0.1746
Si, -5.7792, 5.6519, 27.8281, 0.0005, 0.0087, -0.1501
Si, -8.9363, 9.1349, 20.7517, -0.0122, 0.0001, -0.1252
Si, -9.3551, 6.4089, 19.8976, -0.0282, -0.0077, -0.1434
Si, 8.0129, 28.1853, 28.8175, 0.0185, 0.0053, -0.1686
Si, -7.684, 5.0368, 21.9476, -0.0049, -0.0037, -0.1358
Si, -3.7746, 2.8398, 31.7281, -0.0109, 0.0104, -0.1169
Si, 15.4934, 20.3039, 24.8709, 0.0088, 0.0076, -0.1597
Si, -9.9726, -10.1279, 19.3901, -0.0052, 0.0079, -0.1645
Si, 12.1166, 4.048, 23.8882, 0.0015, -0.0149, -0.14
O, -10.932, -0.3551, 34.4067, -0.0179, 0.0225, 0.0741
N, -0.1352, 10.7699, 18.3021, 0.0075, -0.004, 0.0909
O, 3.9838, 1.5625, 35.3853, -0.0082, 0.0085, 0.0254
O, -9.8447, 1.2646, 16.1431, 0.0009, -0.0014, 0.0451
O, -41.801, 10.3519, 27.0651, 0.0459, -0.0008, 0.0746
O, -4.563, 12.6513, 32.6668, -0.0067, -0.0277, 0.0562
O, -15.7725, 9.4303, 29.5991, -0.0291, 0.0073, 0.0767
O, 0.3731, 9.6935, 15.9285, -0.024, 0.0236, 0.0652
O, -7.3194, -0.4719, 24.1555, 0.0226, -0.0264, 0.0882
O, 5.8906, 20.7686, 32.2796, 0.0236, 0.0244, 0.0856
O, 7.2133, 3.6926, 35.509, 0.0047, -0.0037, 0.0291
O, 9.2562, 1.5416, 35.3881, -0.0029, 0.0094, 0.0288
O, 0.6536, 7.5639, 28.3285, 0.028, 0.032, 0.0814
O, 12.9671, 17.5374, 25.2475, 0.0129, -0.0163, 0.0629
N, -4.0932, 6.0786, 27.5408, -0.0115, -0.0038, 0.103
O, -10.6077, 12.3635, 20.7253, -0.0052, 0.0138, 0.1165
O, -35.9193, -11.451, 22.2888, -0.0147, 0.0156, 0.1237
O, 15.8519, 15.0787, 28.5101, -0.0072, -0.0335, 0.085
O, -7.156, 0.5124, 28.3194, 0.0006, 0.0307, 0.0899
N, -11.0484, 5.8201, 16.0594, -0.0055, 0.015, 0.0965
O, -12.3521, 11.6768, 16.1007, 0.0212, -0.0199, 0.0599
N, -13.1635, 10.5286, 24.937, 0.0108, -0.0316, 0.0845
O, 6.1443, 10.9659, 34.6015, -0.0344, 0.0069, 0.1067
O, 9.0283, -3.337, 21.8536, 0.014, -0.0011, 0.0537
O, 10.941, -3.7899, 23.4962, 0.0243, -0.0068, 0.1252
O, -3.2416, -5.0742, 30.2906, -0.0065, -0.0187, 0.1308
O, -4.7941, 20.8211, 24.5054, -0.0176, -0.0174, 0.0573
O, -5.2447, -7.7585, 22.7299, 0.0155, 0.0044, 0.054
O, 7.7288, -7.5103, 19.2114, -0.0115, -0.0422, 0.0545
O, 0.2881, -4.531, 20.943, -0.019, 0.0106, 0.0751
O, 10.5469, -4.0077, 26.0648, -0.0121, -0.0169, 0.0922
O, -2.9749, 2.8294, 15.3957, 0.0017, -0.0029, 0.0265
O, 1.2473, 37.9214, 27.3455, -0.0191, 0.0065, 0.0661
O, -3.0203, -8.5046, 21.5445, 0, 0.0082, 0.0937
O, 2.5818, 8.2422, 15.4924, -0.0011, 0.0017, 0.0268
O, 7.5506, 20.8232, 27.4776, -0.0292, -0.0023, 0.1179
O, -1.4821, -1.1432, 20.2601, -0.0331, 0.01, 0.076
O, 3.6867, -8.3708, 30.1126, 0.0039, -0.0005, 0.0393
O, 8.3712, 12.9271, 31.085, -0.0084, 0.0042, 0.0425
O, 6.0947, -7.6186, 30.5775, 0.0413, -0.0176, 0.0675
O, 3.5216, 1.9341, 16.351, -0.0264, 0.0119, 0.0594
O, 1.6319, 3.764, 16.5633, 0.012, -0.0251, 0.0554
O, -9.9654, -1.892, 25, -0.0024, 0.0162, 0.0606
O, -5.3509, -8.5883, 20.26, -0.0227, -0.0019, 0.0614
O, 9.1294, -4.5262, 32.4807, 0.0388, 0.0152, 0.0768
O, 7.4279, -10.3523, 19.8321, -0.0052, -0.0011, 0.0477
O, 8.8918, 7.6476, 15.9704, -0.0155, 0.0205, 0.0492
O, 3.2088, 9.3493, 21.7624, 0.0209, 0.0173, 0.0676
O, 5.2353, 0.1835, 15.3116, 0.0043, -0.0033, 0.0201
O, -19.6948, -2.9566, 19.6859, 0.0012, 0.012, 0.0529
O, 8.3962, -1.6083, 17.9821, 0.0237, 0.0159, 0.07
O, 1.756, 12.7641, 18.5146, -0.0184, -0.0271, 0.0915
O, -17.8127, 5.5582, 26.6428, 0.0468, 0.0036, 0.0761
O, -6.783, -9.8962, 22.0389, -0.0103, -0.0199, 0.0429
O, -4.3876, -3.6748, 22.4891, -0.0471, -0.0109, 0.0954
O, 1.9314, -0.3683, 19.9198, 0.0198, -0.0296, 0.0723
O, 6.3575, 5.0224, 15.8106, -0.0112, 0.0298, 0.0633
O, 8.0569, -17.843, 23.5592, 0.0299, 0.0198, 0.0684
O, 4.3163, -4.4498, 16.4792, 0.0227, -0.0139, 0.055
O, -15.1975, 7.4754, 17.0634, 0.0032, -0.0032, 0.0429
O, 17.7437, 8.0792, 34.7457, 0.0246, 0.0067, 0.058
O, 33.4284, 9.2211, 30.202, -0.0155, 0.0398, 0.0756
O, 12.6819, 11.6559, 30.2018, -0.0238, -0.0123, 0.0567
O, 1.1694, -8.1956, 23.0404, -0.0002, 0.0306, 0.0584
O, 4.4493, -2.8831, 31.1673, 0.0129, 0.0156, 0.0577
O, -1.6527, 2.4738, 25.3493, 0.0019, -0.0005, 0.0468
O, -0.8357, -1.3681, 26.8676, -0.0065, -0.0094, 0.0546
O, -19.8865, 5.1104, 22.8699, -0.0254, -0.0147, 0.0742
O, 15.5017, 6.761, 28.8919, -0.0219, 0.0141, 0.0899
O, 0.9131, 5.7412, 18.5474, 0.0363, 0.0071, 0.0875
O, 2.1125, 9.0556, 34.7275, 0.03, -0.021, 0.0596
O, 25.9435, -5.7394, 30.845, 0.0013, -0.003, 0.052
O, -4.6529, 16.1886, 18.3128, 0.0329, -0.0212, 0.0809
O, -25.426, 9.6931, 15.8864, 0.0171, -0.019, 0.0534
O, -6.3534, -2.9497, 24.2279, -0.0066, 0.0172, 0.0582
O, -10.2951, 8.8182, 21.5982, -0.0153, -0.012, 0.0567
O, -1.8626, 5.539, 18.249, -0.0346, -0.0162, 0.0612
O, -10.7094, 11.5216, 25.4817, 0.0198, -0.0284, 0.0585
O, -4.626, 6.1215, 24.829, 0.036, -0.0073, 0.1004
O, -2.356, 5.1642, 25.7205, -0.0237, 0.0385, 0.0637
O, 3.4755, -18.2733, 21.5156, -0.0034, 0.0058, 0.0416
O, -0.4805, 22.1711, 31.3315, -0.0037, 0.0019, 0.0436
O, -6.4759, 5.7321, 22.7793, 0.024, 0.0201, 0.0624
O, 19.2169, 21.3854, 29.9923, 0.0207, 0.0427, 0.0917
O, 24.0744, -3.9423, 30.267, 0.0153, -0.0122, 0.0555
O, 14.9836, 10.7561, 30.7947, 0.0177, -0.0203, 0.0578
O, 1.5904, 0.2551, 22.6472, 0.001, 0.0047, 0.0475
O, -19.5857, -17.7382, 25.2141, 0.0231, 0.0246, 0.086
O, 0.0819, 18.9501, 33.3468, -0.0008, -0.0074, 0.0492
O, -1.3942, 16.7729, 28.2805, -0.0329, -0.003, 0.0632
O, -9.034, 3.7206, 35.2661, 0.0061, -0.0048, 0.023
O, -2.7023, 10.8568, 32.6789, -0.0209, -0.0047, 0.0687
O, 10.4193, -3.0321, 18.3449, 0.003, 0.0182, 0.052
O, 2.9574, 8.8947, 28.7237, -0.0145, -0.0257, 0.0794
O, -3.3079, 4.237, 32.411, 0.0074, 0.0113, 0.0468
O, 18.4531, -4.982, 20.417, -0.0072, 0.0422, 0.0891
O, 4.2481, 9.4946, 26.4539, -0.0316, 0.013, 0.1163
O, 4.3055, 18.5466, 34.29, -0.0248, 0.01, 0.0589
O, -1.6496, -3.861, 35.0542, -0.0231, 0.017, 0.063
O, 1.5753, 21.0112, 32.4438, -0.0037, -0.0273, 0.1109
O, -3.7736, 8.6378, 20.4122, -0.0056, -0.0104, 0.0543
O, 2.8367, -16.0807, 20.5155, 0.0245, -0.0208, 0.0765
O, -4.4086, 6.7165, 32.5423, -0.0243, 0.0203, 0.0858
O, -2.7081, -2.8816, 29.06, -0.0081, 0.0054, 0.056
O, -0.8952, 1.1427, 23.1411, -0.0255, -0.0075, 0.0857
O, -0.2798, 26.2199, 24.308, -0.0164, 0.0091, 0.0449
O, 8.0325, 7.895, 25.8454, -0.0033, -0.0012, 0.0586
O, 0.1795, 5.4812, 34.1517, 0.0219, -0.0222, 0.0632
O, 7.0942, 1.4296, 23.8825, 0.0082, -0.0229, 0.0572
O, 5.6829, 16.4464, 34.6333, 0.0014, -0.0253, 0.0626

Results
free energy: -154108.761 eV
free energy less fixed offsets of N -386.36, O -570.45, Si -639.56 eV per atom: 1.019 eV

The program warned: the cutoff lies below the one the program advises for these potential files; the forces do not sum to zero within the program's tolerance; empty levels may hold ghost states of the PAW files; the exchange-correlation potential is rough where the density is thin.
